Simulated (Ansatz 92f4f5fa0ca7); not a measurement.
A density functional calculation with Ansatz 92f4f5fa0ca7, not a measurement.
Periodic cell of 215 atoms, Si132O82P1, from a study of silicon, its oxide and their interface. The atomic structure is a simulated model.
Doubt: the cutoff is far below the 930 eV that the study's wrapper takes by default for these files, so forces and energies are approximate.
This geometry differs little from another in the collection (a relaxation step or a small displacement).

Settings: functional PBE; potential files Ansatz PAW; basis plane waves; wave-function cutoff 580 eV; density cutoff ratio 5; exchange-correlation grid ratio 1; k mesh 1 x 1 x 1, Gamma-centred; self-consistency stop 5e-08 eV per atom in the density residual; occupations fixed; spin none; net charge +1 e, with a uniform compensating background and no finite-size correction.

Cell vectors (angstrom)
a, 10.938, 0, 0
b, 0, 10.938, 0
c, 0, 0, 31.5432

Atoms: element, x, y, z (angstrom)
Si, 10.4362, 0.5733, 24.3441
Si, 6.0476, 10.5014, 24.1575
Si, 2.1324, 3.2453, 24.0877
Si, 8.7051, 2.256, 24.3138
Si, 0.5046, 5.0517, 24.1693
Si, 5.0551, 5.8888, 24.1978
Si, 3.4012, 7.6466, 24.1631
Si, 7.8326, 8.8271, 23.9974
Si, 1.344, 1.4776, 25.4594
Si, 6.9248, 1.2971, 25.5086
Si, 4.0288, 4.0976, 25.3303
Si, 9.6725, 4.0929, 25.4267
Si, 1.5032, 6.812, 25.373
Si, 6.9005, 6.9436, 25.2409
Si, 4.2353, 9.5272, 25.3484
Si, 9.5313, 9.6395, 25.4402
Si, 2.783, 0.0026, 26.6427
Si, 8.2302, -0.03, 26.9514
Si, 0.0214, 2.7666, 26.923
Si, 5.4522, 2.7321, 26.6694
Si, 2.7638, 5.4361, 26.8425
Si, 8.2293, 5.5213, 26.6296
Si, 0.045, 8.2084, 26.6529
Si, 5.5608, 8.1934, 26.7969
Si, 4.1117, 1.3621, 28.0726
Si, 9.5999, 1.3687, 28.2468
Si, 1.3976, 4.1186, 28.2432
Si, 6.8404, 4.1329, 28.0229
Si, 4.1649, 6.8199, 28.1459
Si, 9.6007, 6.8478, 28.0525
Si, 1.3984, 9.5873, 28.0459
Si, 6.8532, 9.5313, 28.2451
Si, 0.0564, -0.0257, 29.5296
Si, 5.4487, 0.0074, 29.4928
Si, 2.7727, 2.7033, 29.527
Si, 8.174, 2.77, 29.4772
Si, -0.0151, 5.502, 29.4993
Si, 5.5127, 5.4467, 29.5064
Si, 2.7544, 8.2123, 29.4459
Si, 8.2588, 8.158, 29.5329
Si, 1.3989, 1.3519, 30.9082
Si, 6.818, 1.3779, 30.8377
Si, 4.132, 4.0841, 30.8845
Si, 9.5535, 4.1176, 30.8453
Si, 1.377, 6.8593, 30.8287
Si, 6.8728, 6.8009, 30.8983
Si, 4.0941, 9.5716, 30.8482
Si, 9.6088, 9.5466, 30.895
Si, 2.755, -0.0334, 0.7229
Si, 8.1814, -0.0004, 0.6579
Si, -0.0273, 2.7442, 0.6722
Si, 5.4832, 2.7067, 0.7138
Si, 2.7163, 5.4755, 0.6607
Si, 8.2219, 5.429, 0.7355
Si, 0.0411, 8.1756, 0.7154
Si, 5.4705, 8.207, 0.6695
Si, 4.1243, 1.3309, 2.0792
Si, 9.5216, 1.3756, 2.0265
Si, 1.3236, 4.1287, 2.0442
Si, 6.8549, 4.0451, 2.0894
Si, 4.0777, 6.8519, 2.0224
Si, 9.6131, 6.795, 2.0735
Si, 1.3895, 9.5417, 2.0891
Si, 6.8305, 9.5698, 2.0601
Si, -0.056, -0.0164, 3.3358
Si, 5.4777, -0.0222, 3.5017
Si, 2.6924, 2.7185, 3.3375
Si, 8.1913, 2.6761, 3.5154
Si, -0.0157, 5.4511, 3.5324
Si, 5.446, 5.4609, 3.3283
Si, 2.7512, 8.1833, 3.4926
Si, 8.2294, 8.1745, 3.3751
Si, 1.2752, 1.3641, 4.6664
Si, 6.8427, 1.2956, 4.9376
Si, 4.0589, 4.104, 4.657
Si, 9.53, 4.0527, 4.9104
Si, 1.3671, 6.8544, 4.8973
Si, 6.8377, 6.7898, 4.6807
Si, 4.1162, 9.5488, 4.8909
Si, 9.5726, 9.5634, 4.7511
Si, 2.6287, 0.0428, 6.0842
Si, 8.2318, -0.1421, 6.284
Si, -0.0185, 2.6466, 6.208
Si, 5.3759, 2.7588, 6.0996
Si, 2.7524, 5.4252, 6.1511
Si, 8.0877, 5.4279, 6.1888
Si, -0.0066, 8.2676, 6.2305
Si, 5.5796, 8.1491, 6.1509
Si, 3.4557, 1.9396, 7.1789
Si, 10.0191, 0.8348, 7.4836
Si, 1.7657, 3.6604, 7.3606
Si, 6.1917, 4.5324, 7.3973
Si, 4.6358, 6.3225, 7.2497
Si, 9.1565, 7.1764, 7.3305
Si, 0.8848, 10.1537, 7.4558
Si, 7.42, 8.8771, 7.496
O, 4.5506, 6.6981, 8.8783
O, 1.376, 3.9834, 8.9542
O, 9.736, 6.5351, 8.7558
O, 1.3382, 10.1356, 9.212
O, 6.0189, 4.2282, 9.0452
O, 3.6138, 1.5154, 8.7761
O, 7.1522, 8.9468, 9.1554
O, 9.6565, 1.0708, 9.092
O, 8.2398, 2.544, 22.7572
O, 10.9985, 5.5512, 22.6511
O, 5.6288, 0.1019, 22.6535
O, 5.2906, 5.3858, 22.6356
O, 2.1569, 2.8012, 22.4834
O, 3.3355, 7.8586, 22.5125
O, 8.3856, 8.7471, 22.4202
O, -0.1604, 11.2355, 22.7586
Si, 2.1643, 2.9923, 12.8953
Si, 8.6677, 1.3127, 10.3577
Si, 1.0726, 4.5061, 15.3606
Si, 7.5297, 5.5559, 12.2123
Si, 2.4163, 8.1844, 21.2142
Si, 5.4048, 7.7888, 12.4947
Si, 9.2785, 0.4576, 15.5034
Si, 2.9215, -0.0334, 16.6728
Si, 10.4653, 1.1866, 12.5939
Si, 7.7666, 2.8329, 21.2424
Si, 9.1411, 8.799, 14.4616
Si, 1.4556, 4.7802, 10.3676
Si, 4.4889, 9.4869, 19.1481
Si, 11.0768, 6.1031, 21.1219
Si, 6.6235, 10.4548, 14.8445
Si, 5.3939, 0.7348, 21.1824
P, 2.3216, 9.7959, 10.3492
Si, 0.4327, 10.6364, 21.3903
Si, 5.8549, 5.2537, 21.1285
Si, 3.6188, 7.071, 10.1143
Si, 9.0469, 5.6737, 14.8401
Si, 3.6593, 4.0807, 19.0956
Si, 10.0299, 3.6683, 19.3299
Si, 4.263, 8.675, 15.3841
Si, 0.4657, 1.9279, 17.1705
Si, 6.794, 7.5389, 19.2616
Si, 5.2538, 3.6307, 16.7383
Si, 7.7838, 5.0193, 17.5377
Si, 6.674, 9.8958, 10.3854
Si, 4.3825, 1.0193, 10.0725
Si, -0.0799, 9.1287, 11.8723
Si, 9.106, 8.6364, 20.9466
Si, 4.5562, 1.6694, 14.5816
Si, 2.4495, 2.0831, 21.0503
Si, 6.3102, 3.3272, 10.366
Si, 3.4292, 5.9206, 16.7409
Si, 9.8631, 6.5277, 10.3639
O, 0.123, 2.633, 18.5925
O, 2.9326, 9.6408, 15.5881
O, 10.8606, 4.8131, 20.1457
O, 7.5478, 2.3877, 9.904
O, 10.9156, 5.3488, 10.8284
O, 6.5513, 6.6962, 12.8583
O, 10.3364, 8.0644, 10.7715
O, 7.6763, 9.4606, 13.9899
O, 8.4028, 6.2244, 11.0057
O, 5.3636, 10.4829, 20.0834
O, 2.1873, 3.7699, 11.4376
O, 7.9778, 8.5498, 19.764
O, 6.2036, 6.7357, 20.5571
O, 5.5067, 2.7255, 15.399
O, 1.3081, 0.9279, 20.7021
O, 6.0557, 9.0368, 11.6339
O, 4.6067, 4.9912, 16.1022
O, 6.5958, 3.9081, 17.6223
O, 10.5614, 10.7097, 11.7517
O, 5.5833, 0.4992, 13.985
O, 8.0193, 5.1233, 15.9402
O, 9.7351, 9.8143, 15.5978
O, -0.3959, 5.1319, 15.1135
O, 1.5743, 6.8369, 20.8062
O, 1.5071, 0.6431, 17.1853
O, 6.5999, 1.7723, 20.8119
O, 1.0125, 1.8205, 12.7954
O, 3.2389, 5.4937, 18.326
O, 9.4948, 2.0263, 11.5855
O, 1.0351, 3.1056, 16.1906
O, 8.5636, 5.1131, 13.3846
O, 10.3105, 8.6487, 13.3055
O, 1.4471, 9.4013, 21.6884
O, 10.0811, 9.9394, 20.613
O, 3.1408, 0.0984, 10.8524
O, 5.0504, 2.3211, 10.8068
O, 1.7544, 4.1636, 13.9268
O, 7.9062, 10.8687, 10.8533
O, 9.1348, 4.4639, 18.2265
O, 5.6526, 9.4994, 15.7688
O, 5.4988, -0.0943, 9.7573
O, 3.5939, 2.297, 13.3768
O, 1.9726, 5.6685, 16.0503
O, 9.7339, 1.014, 14.0261
O, 4.3395, 6.9989, 11.5428
O, 4.7625, 4.4888, 20.2078
O, 9.9679, 1.3583, 16.6356
O, 6.6633, 4.2864, 11.641
O, 5.5853, 8.4081, 18.5821
O, 9.0766, 2.738, 20.2738
O, 3.5999, 1.1363, 15.7757
O, 4.2142, 3.0797, 17.8963
O, 9.9196, 7.223, 20.8977
O, 3.2812, 8.702, 9.8199
O, 3.9412, 7.4293, 16.3847
O, 7.6437, 0.4933, 15.6843
O, 8.9572, 7.2948, 14.984
O, 3.9356, 1.4403, 21.1469
O, 1.6039, 9.1837, 11.599
O, 2.284, 6.181, 10.1576
O, 7.3473, 6.4617, 18.1596
O, 7.2222, 4.3672, 21.1216
O, 4.5417, 8.247, 13.8077
O, 3.3298, 8.6682, 19.9583
O, 2.4945, 3.2373, 19.8744
O, 3.758, 10.3718, 17.9726

Results
free energy: -131307.663 eV
free energy less fixed offsets of O -568.88, P -755.39, Si -635.61 eV per atom: -3.593 eV

Forces (eV/angstrom), in the order of the atoms: element, x, y, z
Si, 0.0001, 0.0016, 0.0002
Si, 0.0008, 0.0025, 0.0013
Si, -0.0003, -0.0014, 0.0016
Si, -0.0017, -0.001, 0.0018
Si, 0.0014, 0.0005, 0.003
Si, -0.0001, 0, 0.0015
Si, -0.0008, -0.0006, 0.0011
Si, -0.0005, -0.0011, 0.002
Si, 0.0025, -0.0005, 0.0012
Si, -0.0019, 0.0006, 0
Si, -0.0005, -0.0016, 0.0009
Si, 0.0002, 0.0017, -0.0005
Si, -0.001, 0.0005, 0.0006
Si, 0.0018, 0.0001, 0.0004
Si, -0.0011, 0.0009, 0.0011
Si, -0.0007, -0.0027, 0.0008
Si, -0.0008, 0, -0.0076
Si, 0.0008, 0.0001, 0.0221
Si, 0.0003, -0.0012, 0.0216
Si, 0.0009, 0, -0.0075
Si, 0.0003, 0.0005, 0.0142
Si, 0.0001, -0.0002, -0.007
Si, 0.002, 0.0018, -0.0074
Si, 0.0011, 0.0007, 0.011
Si, -0.0007, 0.0017, 0.0007
Si, -0.0008, 0.0005, -0.0264
Si, -0.0023, -0.0027, -0.0259
Si, -0.0002, -0.0017, 0.0069
Si, -0.0048, 0.0007, -0.0114
Si, -0.0021, 0.0002, 0.0018
Si, -0.0024, 0.0005, 0.0056
Si, 0.007, 0.0061, -0.0253
Si, 0.0015, -0.0014, 0.0015
Si, 0.0009, -0.0018, 0.0055
Si, 0.0001, 0.0001, 0.005
Si, -0.0008, 0.0005, 0.0005
Si, 0.0013, -0.0008, 0.0054
Si, 0.0008, -0.0003, 0.0005
Si, 0.0028, -0.0026, -0.0012
Si, 0.0002, -0.0011, 0.0041
Si, 0.0012, -0.0021, -0.0008
Si, -0.001, 0.004, -0.0004
Si, 0.0026, -0.0009, -0.0009
Si, -0.0037, 0.0013, -0.0003
Si, -0.0022, 0.0021, 0
Si, 0.001, -0.0019, -0.0005
Si, -0.0042, 0.0015, -0.0004
Si, 0.0022, -0.0002, -0.0006
Si, 0.0026, -0.0005, 0.0011
Si, -0.0021, -0.0019, -0.0002
Si, -0.0008, 0.0026, -0.0004
Si, 0.0013, -0.0028, 0.0005
Si, -0.0019, 0.0003, -0.0007
Si, 0.0025, -0.0012, 0.0014
Si, 0.0026, -0.002, 0.0009
Si, 0.0012, 0.0008, -0.0016
Si, 0.0005, 0.0017, -0.0025
Si, -0.0022, 0.0025, -0.0042
Si, -0.0016, 0.0013, -0.0002
Si, 0.0007, 0.0008, -0.0044
Si, -0.0033, 0.0002, -0.0045
Si, 0, -0.0007, -0.001
Si, -0.0031, 0.0007, -0.0047
Si, 0.002, 0.0024, 0.0005
Si, 0.01, -0.0008, 0.0222
Si, 0.0009, 0.0012, -0.0053
Si, 0.0024, -0.0004, 0.0263
Si, 0.0004, 0.0036, -0.0023
Si, -0.0025, -0.0009, -0.0067
Si, 0.0037, -0.0055, 0.0271
Si, -0.002, 0.0004, -0.0016
Si, -0.0035, -0.0061, 0.0141
Si, 0.001, 0.0005, -0.0143
Si, 0, -0.0014, 0.0061
Si, -0.0026, -0.0023, -0.0182
Si, -0.0025, 0.0002, 0.0062
Si, 0.0044, -0.0011, 0.0073
Si, -0.0012, -0.0003, -0.014
Si, -0.0023, 0.0019, 0.0098
Si, -0.0008, 0.0022, -0.0076
Si, 0.0007, -0.0076, -0.0072
Si, 0.0015, 0.002, 0.0036
Si, 0.0049, -0.0008, 0.0054
Si, 0.0025, -0.0016, -0.0072
Si, -0.0002, -0.0008, 0.0031
Si, -0.002, -0.0053, -0.0035
Si, -0.0053, -0.0088, -0.003
Si, 0.002, 0.0023, 0.0003
Si, -0.0052, 0.0039, 0.0018
Si, -0.003, 0.0031, -0.0186
Si, -0.0035, -0.0011, -0.0137
Si, 0.0047, 0.0039, -0.0008
Si, -0.0013, -0.0024, -0.0073
Si, -0.0026, 0.0024, -0.0028
Si, 0.0029, 0.0155, -0.0119
Si, 0.002, 0.0014, -0.0084
O, -0.0059, 0.0044, 0.0114
O, 0.0005, 0.0021, 0.0088
O, 0.0013, -0.0004, 0.0032
O, 0.0004, -0.0036, 0.0117
O, -0.0002, -0.003, 0.0051
O, 0.0055, 0.0004, 0.008
O, -0.0027, 0.0041, 0.0105
O, -0.0011, 0, 0.0143
O, -0.0013, 0.0012, -0.0036
O, -0.0008, 0.0009, -0.0029
O, -0.0013, 0.0009, -0.0021
O, 0.0007, -0.0007, -0.0024
O, 0.0006, -0.0013, -0.0024
O, -0.0004, 0.0006, -0.001
O, 0.001, 0, -0.0015
O, 0.0009, -0.0007, -0.0013
Si, -0.0014, -0.0016, -0.0025
Si, -0.0016, 0.0001, -0.0045
Si, 0.0004, 0, 0.0014
Si, -0.0024, 0.0038, -0.0037
Si, 0.0011, -0.0004, -0.0001
Si, -0.0005, -0.0028, -0.0034
Si, -0.0002, -0.0016, 0.0005
Si, 0.0007, 0.0017, 0
Si, 0.0007, -0.0001, -0.0028
Si, 0.0019, -0.0004, 0.0006
Si, 0.0007, -0.0004, 0.0013
Si, -0.0008, -0.0005, -0.0038
Si, -0.0002, 0.0014, -0.0011
Si, 0.0003, -0.0008, 0.0002
Si, 0.0009, 0.0003, 0.0023
Si, -0.0007, -0.0016, -0.0001
P, 0.0027, -0.011, 0.0015
Si, -0.0005, 0.0008, 0.0007
Si, -0.0014, 0.0005, -0.0005
Si, 0.0062, -0.0026, 0.0023
Si, 0.0007, 0.0012, -0.001
Si, -0.0001, 0, -0.0005
Si, -0.0001, 0, -0.0014
Si, 0.0017, 0.0006, -0.0001
Si, -0.0001, 0, -0.0002
Si, -0.0005, -0.0004, -0.0009
Si, 0.0005, -0.0005, 0.0015
Si, -0.0007, -0.0008, 0.001
Si, 0.0001, 0.0004, -0.0084
Si, 0.0011, 0.0092, -0.0064
Si, 0.0033, -0.0035, -0.0016
Si, -0.001, 0.0001, 0.0005
Si, -0.0011, -0.0001, -0.0004
Si, -0.0001, 0.0022, 0.0004
Si, 0.0024, -0.0021, -0.0048
Si, -0.0012, 0.001, 0.0011
Si, -0.0007, -0.0023, -0.0027
O, -0.0011, 0.0012, 0.0015
O, -0.0004, 0.0005, -0.001
O, 0.0002, 0.0004, 0.0001
O, -0.0034, 0.0036, 0.0037
O, 0.0013, -0.0004, 0.0009
O, 0.0013, -0.0016, -0.0028
O, -0.0001, 0.0027, 0.0017
O, -0.0013, 0.001, -0.0009
O, -0.003, -0.0026, 0.0044
O, -0.0002, 0.0008, 0.0011
O, 0.0007, -0.0016, 0.0021
O, 0.0004, 0.0002, -0.0003
O, 0.0001, -0.0003, 0.0011
O, 0.0004, 0.0018, -0.0002
O, -0.0005, -0.0005, 0.0004
O, -0.0008, -0.0001, 0.0003
O, 0, 0.0001, -0.0013
O, 0.0014, 0.0009, -0.0012
O, -0.0023, 0.0061, 0.0016
O, -0.0004, 0.0005, -0.0009
O, -0.0008, -0.0009, 0.0008
O, 0.0002, 0.001, -0.0009
O, -0.0019, 0.0003, -0.0018
O, -0.0005, 0.0004, 0.0003
O, -0.0002, 0.0004, -0.001
O, 0.0001, 0.0005, 0.0012
O, -0.0004, 0.0008, -0.0005
O, 0.0004, -0.0008, 0.0008
O, 0.0019, 0.0002, 0.0016
O, -0.0004, -0.0009, -0.0005
O, 0.0016, 0.0005, 0.0028
O, -0.0009, 0.0001, 0.0017
O, -0.0005, 0.0005, 0.0005
O, -0.0002, -0.0004, -0.0002
O, -0.0039, -0.0002, 0.0019
O, -0.0034, -0.0056, -0.0019
O, -0.0009, 0.0011, 0.0014
O, -0.003, -0.0013, -0.0013
O, 0.0007, -0.0005, 0.0003
O, -0.0009, -0.0005, -0.0014
O, 0.0078, -0.0051, 0.0017
O, 0.0017, -0.0008, 0.0011
O, 0.0012, 0.0004, -0.0013
O, -0.001, -0.001, 0.0013
O, -0.0051, 0.0054, -0.0057
O, 0.001, 0.0011, 0.0011
O, 0.0013, 0.001, 0.0001
O, 0.0015, 0.0007, 0.0013
O, 0.0004, 0.0002, 0.0004
O, -0.0009, 0.0004, 0.0003
O, -0.0013, -0.0012, 0.0002
O, -0.0006, 0.0004, -0.0001
O, 0.0003, 0.0002, 0.0004
O, 0.0001, -0.0055, 0.004
O, -0.0006, -0.001, -0.0012
O, 0.0004, 0.0007, -0.0013
O, -0.0002, -0.0008, -0.0017
O, 0.0021, -0.0002, 0.0007
O, 0.0023, -0.0003, -0.0004
O, 0.002, 0.0009, 0.0003
O, -0.0004, 0.0016, 0.0003
O, -0.0003, -0.0013, 0.0008
O, -0.0018, 0.0011, 0.0025
O, 0, 0, 0.0002
O, 0.0001, -0.0002, 0.0002
O, 0.0009, -0.0012, 0.0008

The program warned: the cutoff lies below the one the program advises for these potential files; the exchange-correlation potential is rough where the density is thin.
